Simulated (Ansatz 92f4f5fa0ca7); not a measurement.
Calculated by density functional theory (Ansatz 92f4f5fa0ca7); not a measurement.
Periodic cell of 279 atoms, Si197O82, from a study of silicon, its oxide and their interface. The atomic structure is a simulated model.
Doubt: the cutoff is far below the 930 eV that the study's wrapper takes by default for these files, so forces and energies are approximate.

Settings: functional PBE; potential files Ansatz PAW; basis plane waves; wave-function cutoff 580 eV; density cutoff ratio 5; exchange-correlation grid ratio 1; k mesh 1 x 1 x 1, Gamma-centred; self-consistency stop 5e-08 eV per atom in the density residual; occupations fixed; spin none; net charge 0.

Cell vectors (angstrom)
a, 10.938, 0, 0
b, 0, 10.938, 0
c, 0, 0, 42.1187

Atoms: element, x, y, z (angstrom)
Si, 0, 0, 40.0667
Si, 5.469, 0, 40.0667
Si, 2.7345, 2.7345, 40.0667
Si, 8.2035, 2.7345, 40.0667
Si, 0, 5.469, 40.0667
Si, 5.469, 5.469, 40.0667
Si, 2.7345, 8.2035, 40.0667
Si, 8.2035, 8.2035, 40.0667
Si, 1.3673, 1.3673, 41.434
Si, 6.8362, 1.3673, 41.434
Si, 4.1018, 4.1018, 41.434
Si, 9.5708, 4.1018, 41.434
Si, 1.3673, 6.8362, 41.434
Si, 6.8362, 6.8362, 41.434
Si, 4.1018, 9.5708, 41.434
Si, 9.5708, 9.5708, 41.434
Si, 2.7345, 0, 37.3322
Si, 8.2035, 0, 37.3322
Si, 0, 2.7345, 37.3322
Si, 5.469, 2.7345, 37.3322
Si, 2.7345, 5.469, 37.3322
Si, 8.2035, 5.469, 37.3322
Si, 0, 8.2035, 37.3322
Si, 5.469, 8.2035, 37.3322
Si, 4.1018, 1.3673, 38.6995
Si, 9.5708, 1.3673, 38.6995
Si, 1.3673, 4.1018, 38.6995
Si, 6.8362, 4.1018, 38.6995
Si, 4.1018, 6.8362, 38.6995
Si, 9.5708, 6.8362, 38.6995
Si, 1.3673, 9.5708, 38.6995
Si, 6.8362, 9.5708, 38.6995
Si, 0, 0, 3.417
Si, 5.469, 0, 3.417
Si, 2.7345, 2.7345, 3.417
Si, 8.2035, 2.7345, 3.417
Si, 0, 5.469, 3.417
Si, 5.469, 5.469, 3.417
Si, 2.7345, 8.2035, 3.417
Si, 8.2035, 8.2035, 3.417
Si, 1.3673, 1.3673, 4.7843
Si, 6.8362, 1.3673, 4.7843
Si, 4.1018, 4.1018, 4.7843
Si, 9.5708, 4.1018, 4.7843
Si, 1.3673, 6.8362, 4.7843
Si, 6.8362, 6.8362, 4.7843
Si, 4.1018, 9.5708, 4.7843
Si, 9.5708, 9.5708, 4.7843
Si, 2.7345, 0, 0.6825
Si, 8.2035, 0, 0.6825
Si, 0, 2.7345, 0.6825
Si, 5.469, 2.7345, 0.6825
Si, 2.7345, 5.469, 0.6825
Si, 8.2035, 5.469, 0.6825
Si, 0, 8.2035, 0.6825
Si, 5.469, 8.2035, 0.6825
Si, 4.1018, 1.3673, 2.0497
Si, 9.5708, 1.3673, 2.0497
Si, 1.3673, 4.1018, 2.0497
Si, 6.8362, 4.1018, 2.0497
Si, 4.1018, 6.8362, 2.0497
Si, 9.5708, 6.8362, 2.0497
Si, 1.3673, 9.5708, 2.0497
Si, 6.8362, 9.5708, 2.0497
Si, 0.492, 10.3385, 29.3846
Si, 4.9738, 0.5193, 28.9937
Si, 3.0542, 2.2089, 29.1171
Si, 7.8848, 3.222, 29.0882
Si, 10.4906, 5.9116, 29.5834
Si, 6.0364, 4.9157, 29.2151
Si, 2.4022, 8.7314, 29.3518
Si, 8.7136, 7.5182, 29.2907
Si, 1.4368, 1.2344, 30.545
Si, 6.8162, 1.4208, 30.2715
Si, 4.1541, 3.9645, 30.3525
Si, 9.4956, 4.0901, 30.6278
Si, 1.4181, 6.9262, 30.5695
Si, 6.8942, 6.6931, 30.5316
Si, 4.1387, 9.7464, 30.5208
Si, 9.6103, 9.3788, 30.5124
Si, 2.7869, 0.0121, 32.0262
Si, 8.1907, -0.024, 31.6646
Si, 0.0243, 2.6711, 31.8025
Si, 5.4957, 2.6824, 31.8404
Si, 2.8063, 5.4151, 31.7354
Si, 8.1807, 5.4232, 32.0487
Si, 0.0241, 8.1663, 32.0262
Si, 5.4939, 8.2016, 31.7384
Si, 4.1592, 1.3845, 33.304
Si, 9.5543, 1.3136, 33.1413
Si, 1.402, 4.0796, 33.1512
Si, 6.7884, 4.0452, 33.2989
Si, 4.1266, 6.8193, 33.1416
Si, 9.593, 6.7891, 33.3449
Si, 1.3852, 9.5692, 33.3298
Si, 6.8617, 9.5628, 33.1302
Si, -0.0186, 0.0135, 34.6063
Si, 5.5111, -0.0405, 34.5897
Si, 2.7507, 2.7561, 34.5998
Si, 8.2121, 2.6785, 34.5826
Si, 0.0462, 5.4059, 34.614
Si, 5.4512, 5.477, 34.6
Si, 2.7637, 8.1537, 34.5944
Si, 8.2038, 8.2208, 34.5919
Si, 1.3666, 1.3827, 35.958
Si, 6.8436, 1.3436, 35.9678
Si, 4.0945, 4.1206, 35.9759
Si, 9.5682, 4.0706, 35.9579
Si, 1.3762, 6.8169, 35.9687
Si, 6.8343, 6.8446, 35.9571
Si, 4.1107, 9.5543, 35.956
Si, 9.5663, 9.5768, 35.9708
Si, 2.7472, 0.0022, 6.1517
Si, 8.1889, 0.0128, 6.1513
Si, -0.0094, 2.7497, 6.1558
Si, 5.48, 2.7329, 6.1578
Si, 2.7204, 5.4843, 6.1569
Si, 8.2109, 5.453, 6.1461
Si, 0.0194, 8.2063, 6.1565
Si, 5.4582, 8.2238, 6.1485
Si, 4.1132, 1.3657, 7.526
Si, 9.525, 1.4106, 7.5148
Si, 1.3415, 4.1303, 7.5314
Si, 6.8563, 4.0889, 7.532
Si, 4.0748, 6.8791, 7.5129
Si, 9.5767, 6.8261, 7.4943
Si, 1.3922, 9.5796, 7.5303
Si, 6.7775, 9.6312, 7.5203
Si, -0.0207, 0.0387, 8.7999
Si, 5.4458, 0.0504, 9.0018
Si, 2.7428, 2.7523, 8.837
Si, 8.1693, 2.7204, 8.9945
Si, -0.0314, 5.482, 8.9421
Si, 5.4637, 5.4948, 8.8033
Si, 2.7734, 8.2578, 8.9684
Si, 8.1595, 8.2107, 8.7577
Si, 1.3381, 1.4038, 10.1618
Si, 6.7825, 1.3973, 10.465
Si, 4.1464, 4.1185, 10.1675
Si, 9.5186, 4.1225, 10.3516
Si, 1.3751, 6.8688, 10.2736
Si, 6.7906, 6.8972, 10.1404
Si, 4.1174, 9.6335, 10.4417
Si, 9.4993, 9.5947, 10.0631
Si, 2.6352, 0.1261, 11.6845
Si, 8.2127, -0.1247, 11.6372
Si, 0.0311, 2.7429, 11.6249
Si, 5.3928, 2.8876, 11.7977
Si, 2.8175, 5.4842, 11.5346
Si, 8.0509, 5.5408, 11.5811
Si, -0.0741, 8.3001, 11.4498
Si, 5.5952, 8.2206, 11.7159
Si, 3.4938, 1.9764, 12.9266
Si, 10.0055, 0.8877, 12.7365
Si, 1.7952, 3.8129, 12.826
Si, 6.2835, 4.7968, 13.0213
Si, 4.4827, 6.505, 12.877
Si, 9.2483, 7.184, 12.7297
Si, 0.7443, 10.0858, 12.7503
Si, 7.4943, 8.9705, 13.0461
O, 6.8419, 4.6912, 14.605
O, 7.2335, 9.2962, 14.6652
O, 10.0851, 6.3835, 13.9441
O, 0.8178, 9.5156, 14.2945
O, 3.83, 1.4163, 14.4534
O, 1.2925, 4.6558, 14.2043
O, 9.4744, 1.1651, 14.2982
O, 3.7956, 7.1195, 14.2715
O, 8.3179, 7.5192, 27.6532
O, 8.5343, 2.8948, 27.5679
O, 5.6374, 5.5648, 27.7359
O, 2.1426, 2.6322, 27.7506
O, 10.729, 10.8652, 27.9779
O, -0.0361, 5.2765, 28.1078
O, 3.3198, 8.436, 27.9625
O, 5.4641, 0.0457, 27.4366
Si, 10.7371, 5.0988, 14.7075
Si, 0.8696, 9.1831, 15.8719
Si, 3.7563, 7.7508, 15.7691
Si, 3.1797, 8.1744, 22.2498
Si, 0.1567, 8.488, 22.4153
Si, 2.2843, 3.4858, 26.3599
Si, 10.6141, 8.1509, 19.4421
Si, 8.9329, 2.379, 26.0609
Si, 3.6211, 1.0645, 18.6304
Si, 4.7417, 1.5023, 15.7935
Si, 6.8145, 3.7658, 15.9599
Si, 10.0856, 6.7913, 17.0391
Si, 0.4434, 5.9074, 26.7042
Si, 8.3726, 5.5222, 21.2209
Si, 4.8347, 5.3224, 26.3503
Si, 4.3791, 6.7489, 18.3684
Si, 8.2284, 7.8778, 23.3809
Si, 5.0077, 0.5042, 25.915
Si, 7.3768, 5.9688, 18.1549
Si, 10.6731, 0.7621, 17.4446
Si, 5.7163, 9.8369, 23.1729
Si, 1.2819, 1.9014, 19.967
Si, 2.9265, 7.7712, 26.5264
Si, 0.4856, 2.8148, 24.2669
Si, 2.632, 9.1772, 19.395
Si, 9.4728, 2.4179, 15.334
Si, 6.0009, 3.4719, 21.7931
Si, 10.3037, 10.5874, 26.4431
Si, 6.1987, 3.1543, 24.8337
Si, 0.4502, 4.3612, 21.5722
Si, 8.2207, 10.1451, 18.4952
Si, 8.9991, 7.6474, 26.1703
Si, 6.3328, 9.7251, 15.9656
Si, 2.283, 10.447, 25.1436
Si, 1.0886, 0.3921, 22.6107
Si, 6.1744, 0.654, 20.4905
Si, 3.4878, 5.356, 20.9442
O, 5.8888, 0.3475, 15.7809
O, 7.44, 10.8263, 19.774
O, 7.9988, 2.6478, 15.9689
O, 7.1697, 9.0878, 23.0871
O, 4.0526, 6.7153, 25.9713
O, 5.87, 4.72, 25.234
O, 0.1593, 1.4712, 23.3982
O, 3.9344, 6.4962, 16.8156
O, 3.7485, 1.3511, 17.0531
O, 7.9214, 7.4543, 24.9481
O, 8.4428, 6.7181, 17.1422
O, 8.0226, 6.8156, 22.1638
O, 3.7484, 4.1358, 26.5193
O, 9.2556, 9.0129, 19.1063
O, 0.5384, 4.0186, 23.1707
O, 9.9537, 5.1276, 21.3908
O, 1.287, 4.7329, 26.0077
O, 6.9332, 4.6102, 17.3537
O, 7.7798, 2.8386, 25.0119
O, 10.091, 6.4546, 25.8954
O, 3.778, 6.7221, 21.7982
O, 10.692, 7.7719, 21.0115
O, 1.717, 1.0103, 21.2587
O, 9.1641, 0.754, 26.0508
O, 0.1335, 10.0951, 22.1883
O, 0.3526, 1.123, 18.8948
O, 4.9884, 8.802, 15.9913
O, 5.4093, 2.0767, 25.7702
O, 9.8162, 3.7711, 14.4892
O, 9.1352, 0.2829, 17.6914
O, 0.6425, 10.5719, 16.6957
O, 6.0129, 6.8221, 18.4496
O, 3.3762, 0.407, 25.9385
O, 4.5867, 4.207, 21.3666
O, 1.4652, 7.1509, 26.8753
O, 4.42, 8.828, 23.1009
O, 1.9455, 2.5948, 25.0201
O, 7.1591, 9.5599, 17.3809
O, 8.064, 5.7285, 19.6218
O, 3.7673, 8.1972, 18.7838
O, 2.7216, 8.8969, 25.3814
O, -0.1982, 5.4965, 16.2919
O, 1.0802, 8.8547, 19.0378
O, 2.7262, 2.2839, 19.2814
O, 0.3709, 3.1208, 20.5212
O, 9.8463, 8.206, 23.426
O, 10.6094, 6.7658, 18.5835
O, 2.7891, 10.6343, 18.763
O, 1.6539, 7.9744, 22.9184
O, 5.7504, 2.9156, 23.2999
O, 5.6927, -0.1125, 21.8585
O, 5.403, 2.9759, 15.9271
O, 2.3274, -0.126, 23.5492
O, 5.627, 10.6011, 24.6419
O, 9.69, 9.1217, 26.1589
O, 1.8948, 5.0603, 21.2012
O, 2.8789, 9.1739, 20.9984
O, 10.2914, 3.029, 25.4288
O, -0.3498, 8.1639, 16.2964
O, 2.3422, 8.5067, 16.1082
O, 5.0379, 0.7719, 19.3389
O, 3.7487, 5.6113, 19.3467
O, 7.3176, 4.4184, 21.777
O, 10.5701, 2.1053, 16.5069
O, 6.456, 2.2127, 20.8651
O, 0.7551, 10.7196, 25.6051

Results
free energy: -171868.531 eV
free energy less fixed offsets of O -568.88, Si -635.61 eV per atom: -5.201 eV

Forces (eV/angstrom), in the order of the atoms: element, x, y, z
Si, -0.0251, 0.0137, 0.0016
Si, 0.0053, -0.015, -0.0023
Si, -0.0258, 0.0008, -0.0039
Si, 0.0237, 0.0004, -0.0027
Si, 0.0083, -0.0128, 0.0036
Si, -0.0147, 0.0192, -0.002
Si, 0.0198, -0.0074, 0.0002
Si, -0.0222, 0.007, -0.002
Si, 0.013, -0.0143, -0.0031
Si, -0.0065, 0.0048, 0.0019
Si, 0.011, -0.004, -0.0069
Si, -0.0066, 0.0121, 0.0071
Si, -0.0108, 0.0076, 0.0033
Si, 0.0173, -0.0147, -0.0036
Si, -0.0125, 0.0115, 0.007
Si, 0.0179, -0.0152, -0.0058
Si, 0.0037, -0.0348, -0.1861
Si, 0.0321, -0.0364, 0.1806
Si, 0.0033, -0.039, 0.1061
Si, 0.0244, -0.0198, -0.1261
Si, -0.0135, 0.0191, 0.2418
Si, 0.0403, -0.0282, -0.1775
Si, 0.026, -0.0526, -0.0929
Si, 0.0192, -0.032, 0.0671
Si, 0.0046, 0.0023, -0.0105
Si, 0.0337, -0.0341, 0.0039
Si, -0.0105, 0.0256, 0.002
Si, 0.0038, -0.0069, -0.0065
Si, -0.0033, -0.0098, 0.0036
Si, 0.0254, -0.0179, -0.0025
Si, 0.0068, -0.0053, -0.0051
Si, 0.0227, -0.0105, 0
Si, -0.0126, 0.0098, 0.0024
Si, -0.0177, 0.0136, 0.0026
Si, -0.017, 0.0122, 0.0088
Si, 0.0027, -0.0095, -0.0017
Si, -0.0295, 0.0181, -0.003
Si, -0.0269, 0.0203, 0.0067
Si, -0.0113, 0.0116, -0.0043
Si, 0.0212, -0.0266, 0.0086
Si, -0.0367, 0.0302, 0.1295
Si, -0.0256, 0.0524, -0.12
Si, -0.0171, 0.0423, 0.1729
Si, 0.0452, 0.0023, -0.1714
Si, -0.0206, 0.0281, -0.1206
Si, -0.009, 0.0269, 0.1369
Si, -0.0591, 0.0318, -0.1591
Si, 0.0053, 0.028, 0.1564
Si, -0.012, 0.0143, 0.0065
Si, 0.0153, -0.0116, -0.006
Si, 0.0037, -0.0084, -0.0035
Si, -0.0156, 0.0111, 0.0055
Si, 0.005, -0.0052, -0.0058
Si, -0.0118, 0.0134, 0.0044
Si, -0.015, 0.0117, 0.0027
Si, 0.008, -0.0127, -0.0044
Si, 0.0139, -0.0187, 0.0018
Si, -0.0098, 0.0103, -0.0019
Si, -0.0031, 0.0194, 0.0016
Si, 0.0259, -0.0038, 0.0053
Si, -0.01, 0.01, -0.0017
Si, 0.0215, -0.013, -0.0048
Si, 0.0065, -0.0228, 0.0015
Si, -0.0093, 0.018, 0.0053
Si, -0.0132, -0.0073, 0.0031
Si, 0.0023, 0.0011, -0.0007
Si, -0.0031, 0.0008, -0.0001
Si, 0.0031, -0.0029, -0.0022
Si, 0.0015, -0.0028, 0.0059
Si, -0.0031, 0.0015, 0.0009
Si, 0.0142, 0.0076, -0.003
Si, -0.0005, 0.0067, -0.0044
Si, 0.0064, 0.0006, -0.0057
Si, -0.0011, 0.0005, -0.0031
Si, -0.0006, -0.0002, -0.0048
Si, 0.0044, 0.0043, -0.0038
Si, -0.0022, -0.0012, -0.0026
Si, -0.0035, -0.0053, -0.0037
Si, -0.0025, -0.0036, -0.0037
Si, -0.0013, 0.0051, -0.0085
Si, -0.0011, 0.0008, 0.014
Si, 0.0037, -0.0021, 0.0022
Si, -0.0042, 0.0002, -0.0004
Si, -0.0013, -0.002, 0.0095
Si, 0.0017, -0.0021, -0.0001
Si, -0.0042, -0.0039, 0.0162
Si, -0.0009, -0.0022, 0.0233
Si, -0.0003, 0.0012, 0.0005
Si, -0.0029, -0.0022, -0.0113
Si, -0.0024, 0.0004, 0.0037
Si, 0.0001, -0.0024, 0.0048
Si, 0.007, 0.0032, -0.0139
Si, 0.0018, 0.0015, 0.0033
Si, 0.0001, 0.0049, -0.0256
Si, 0.0002, -0.0019, -0.0228
Si, 0.0017, -0.0003, 0.0056
Si, -0.0048, 0.0019, 0.0061
Si, 0.0037, -0.0038, 0.0041
Si, -0.0029, 0, 0.0023
Si, 0.0028, -0.0027, 0.0037
Si, 0.0005, -0.0018, 0.0035
Si, -0.0012, 0.0023, 0.0026
Si, 0.0052, 0.0018, 0.0072
Si, -0.0039, 0.0038, 0.0076
Si, 0.0016, 0.0017, 0
Si, -0.0017, -0.0001, 0.0006
Si, 0.0036, -0.0021, 0.0001
Si, -0.0011, -0.0041, 0.0007
Si, 0.0019, -0.0017, 0.0016
Si, -0.0013, 0.0036, 0.0003
Si, 0.0008, -0.0025, 0.0007
Si, -0.0027, 0.0034, 0.0016
Si, 0.0016, -0.002, -0.0001
Si, -0.0028, 0.0025, -0.0016
Si, -0.0003, 0.0019, -0.0022
Si, 0.0022, -0.0008, -0.0002
Si, 0.0006, -0.002, -0.0013
Si, -0.0019, 0.0015, -0.0007
Si, 0.0013, 0.0005, -0.0008
Si, -0.0015, -0.0004, -0.0017
Si, 0.0037, -0.0028, -0.005
Si, -0.0037, 0.0021, -0.005
Si, -0.0016, 0.0028, -0.0066
Si, 0.0009, -0.0047, -0.0036
Si, -0.0011, 0.0034, -0.0034
Si, 0.0023, -0.0019, -0.0051
Si, 0.003, -0.0024, -0.0063
Si, -0.0037, 0.0037, -0.0037
Si, 0.0022, -0.0035, 0.0208
Si, -0.0003, 0.0004, -0.005
Si, -0.0042, -0.0005, 0.014
Si, -0.001, 0.0004, -0.0061
Si, 0.0002, 0.0002, -0.0018
Si, -0.0022, -0.0014, 0.0136
Si, -0.0002, 0.0015, -0.0052
Si, 0.0033, -0.0002, 0.0144
Si, 0.0019, -0.0005, -0.0166
Si, 0, 0, -0.0035
Si, 0.0016, 0.003, -0.0139
Si, 0.0014, 0.0011, -0.0004
Si, -0.0013, -0.0012, 0.0002
Si, 0.0009, -0.0006, -0.0119
Si, -0.002, 0, -0.0028
Si, 0.001, -0.0011, -0.015
Si, 0.0008, 0.0014, 0.005
Si, 0.0005, 0.0011, 0.0057
Si, -0.0006, -0.0004, 0.0072
Si, 0.0005, -0.0009, 0.0054
Si, 0.0025, -0.0012, 0.0043
Si, -0.0018, -0.0004, 0.0049
Si, -0.0001, 0.0006, 0.0039
Si, 0.0004, -0.0003, 0.0059
Si, 0.0024, -0.0041, -0.0009
Si, -0.0038, 0.0049, -0.0005
Si, -0.0042, 0.0029, -0.0018
Si, 0.0036, -0.0015, -0.0009
Si, -0.0032, 0.0024, -0.001
Si, 0.0021, -0.0025, -0.0006
Si, 0.0023, -0.0035, -0.0018
Si, -0.0028, 0.0027, 0.0011
O, 0, 0, -0.0008
O, 0.0005, -0.0001, -0.0005
O, 0.0004, 0.0001, -0.0011
O, -0.001, -0.0007, -0.0005
O, -0.0008, 0, -0.0012
O, 0.0003, 0.0002, -0.0003
O, -0.0006, -0.0007, -0.0008
O, 0.0004, -0.0009, -0.0011
O, -0.0014, -0.0008, -0.0017
O, 0.0006, 0.0016, 0
O, 0.0012, 0.0004, 0.0009
O, -0.0005, -0.0007, -0.0009
O, 0.0004, 0.0013, -0.0025
O, 0.0002, -0.0038, -0.0054
O, 0.0002, -0.0027, -0.0019
O, -0.0011, 0.0007, 0.001
Si, -0.0007, -0.0011, 0.0032
Si, 0, 0.0011, 0.0017
Si, 0.0004, 0.0004, 0.002
Si, -0.0005, -0.0003, 0.0006
Si, -0.0004, 0.0007, 0.0002
Si, -0.0001, -0.0015, -0.0015
Si, 0.0007, -0.0001, 0.0001
Si, -0.0018, -0.0002, -0.0028
Si, -0.0001, -0.0003, -0.001
Si, 0.0003, -0.0002, 0.0022
Si, -0.0006, -0.0001, 0.0018
Si, 0, 0.0004, 0.0013
Si, 0.0006, -0.0016, -0.002
Si, 0.0001, 0.0005, 0.0002
Si, -0.0005, 0.0006, -0.0025
Si, 0, 0, 0.0008
Si, 0.0002, 0.0002, -0.0006
Si, 0.001, -0.0003, -0.0008
Si, -0.0001, 0.0003, 0.001
Si, 0.0001, -0.0011, 0.0008
Si, 0.0001, -0.0006, -0.0004
Si, -0.0004, 0, 0.0001
Si, 0.0006, 0.0025, -0.0003
Si, 0.0006, -0.0004, -0.0012
Si, -0.0005, 0.0001, -0.0003
Si, 0.0004, -0.0006, 0.0008
Si, -0.0004, -0.0002, -0.0002
Si, 0.0011, 0.0005, -0.0023
Si, 0.0004, -0.0009, -0.0011
Si, 0, -0.0006, 0.0007
Si, -0.0002, -0.0005, 0.0003
Si, -0.0003, -0.0019, -0.001
Si, 0.0001, -0.0007, 0.0013
Si, -0.0022, -0.002, -0.0009
Si, -0.0001, 0.0006, -0.0001
Si, -0.0002, 0, 0
Si, -0.0002, -0.0003, -0.0001
O, -0.0003, 0.0002, 0.0001
O, -0.0001, -0.0001, -0.0005
O, 0.0001, 0.0004, -0.0009
O, -0.0003, 0, 0.0001
O, 0.0014, -0.0017, 0.0001
O, -0.0006, -0.0001, 0.0001
O, 0.0002, -0.0005, 0
O, -0.0002, -0.0001, -0.0011
O, 0.0009, 0.0004, 0.0001
O, -0.0002, -0.0003, 0.0005
O, -0.0001, -0.0001, -0.001
O, -0.0002, -0.0004, -0.0002
O, -0.0002, 0.0009, 0.0002
O, -0.0003, 0.0001, -0.0003
O, -0.0001, 0.0003, -0.0001
O, -0.0004, 0, -0.0002
O, -0.0008, -0.0001, 0.0009
O, -0.0002, -0.0006, -0.001
O, 0.0003, 0.0001, 0.0005
O, -0.0007, 0.0011, 0.0028
O, -0.0002, -0.0001, -0.0005
O, -0.0004, -0.0005, -0.0007
O, -0.0003, -0.0001, -0.001
O, 0.0005, -0.0011, 0.001
O, -0.0002, -0.0006, -0.0002
O, -0.0001, -0.0001, -0.0003
O, -0.0005, 0.0002, -0.0013
O, -0.0011, -0.0001, 0.0005
O, 0.0004, 0.0001, -0.0017
O, 0.0003, -0.0001, -0.0001
O, -0.0003, -0.0003, -0.0009
O, -0.0001, -0.0003, -0.0004
O, 0.0003, 0.0003, 0.0018
O, 0.0001, -0.0002, -0.0001
O, -0.0016, -0.0011, 0.0015
O, 0.0001, -0.0003, -0.0003
O, 0.0004, 0.0001, 0.0006
O, -0.0002, -0.0001, -0.0007
O, -0.0002, -0.0003, -0.0006
O, -0.0004, -0.0003, -0.0001
O, -0.0001, 0.001, -0.0014
O, 0.0001, -0.0003, -0.0017
O, 0.0004, -0.0004, 0.0007
O, 0, -0.0007, 0.0002
O, -0.0001, -0.0006, -0.0007
O, -0.0002, 0.0001, -0.0001
O, -0.0004, -0.0002, -0.0003
O, 0.0004, -0.0004, -0.0002
O, 0.0001, 0.0002, -0.0008
O, -0.0002, 0.0001, -0.0002
O, -0.0001, 0.0001, -0.0002
O, -0.0004, -0.0003, -0.001
O, 0.0003, 0.0001, -0.0003
O, 0, -0.0001, 0.0001
O, 0.0003, 0.0005, 0.0005
O, -0.0001, 0.0002, -0.0005
O, 0.0002, 0, -0.0008
O, -0.0015, -0.0005, 0.0012
O, 0.0002, -0.0002, -0.0013
O, -0.0001, -0.0008, -0.0008
O, -0.0009, 0.0001, -0.0005
O, 0.0001, -0.0001, -0.0006
O, 0, -0.0005, -0.0004
O, -0.0004, 0.0009, -0.0012
O, 0.0001, -0.0001, -0.0003
O, 0.0001, -0.0008, 0.0004

The program warned: the cutoff lies below the one the program advises for these potential files; the exchange-correlation potential is rough where the density is thin.
